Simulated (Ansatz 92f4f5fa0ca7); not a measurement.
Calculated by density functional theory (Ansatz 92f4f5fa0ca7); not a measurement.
Periodic cell of 215 atoms, Si132O82As1, from a study of silicon, its oxide and their interface. The atomic structure is a simulated model.
Doubt: the cutoff is far below the 930 eV that the study's wrapper takes by default for these files, so forces and energies are approximate.
This geometry differs little from another in the collection (a relaxation step or a small displacement).

Settings
functional: PBE
potential files: Ansatz PAW
basis: plane waves
wave-function cutoff: 580 eV
density cutoff ratio: 5
exchange-correlation grid ratio: 1
k mesh: 1 x 1 x 1, Gamma-centred
self-consistency stop: 5e-08 eV per atom in the density residual
occupations: fixed
spin: none
net charge: +1 e, with a uniform compensating background and no finite-size correction

Cell vectors (angstrom)
a  10.938  0  0
b  0  10.938  0
c  0  0  31.5432

Atoms: element, x, y, z (angstrom)
Si  10.4359  0.5728  24.3367
Si  6.0452  10.5024  24.1508
Si  2.131  3.2446  24.0805
Si  8.7027  2.2549  24.3071
Si  0.5029  5.053  24.1659
Si  5.0561  5.8902  24.1902
Si  3.3995  7.6467  24.1594
Si  7.8316  8.8274  23.9874
Si  1.3427  1.4775  25.4542
Si  6.925  1.2949  25.5048
Si  4.0289  4.0976  25.3217
Si  9.6718  4.0907  25.422
Si  1.5037  6.8108  25.3712
Si  6.9004  6.9447  25.2349
Si  4.235  9.5262  25.345
Si  9.5299  9.6394  25.4333
Si  2.7816  0.0023  26.6368
Si  8.2302  -0.0318  26.9469
Si  0.0202  2.7648  26.9185
Si  5.4517  2.7316  26.6616
Si  2.7652  5.4338  26.8373
Si  8.2285  5.5206  26.6227
Si  0.0437  8.2083  26.6462
Si  5.5612  8.1925  26.7921
Si  4.1114  1.3619  28.0655
Si  9.5988  1.3678  28.2392
Si  1.3978  4.1165  28.2348
Si  6.8399  4.1315  28.0166
Si  4.1656  6.818  28.1383
Si  9.6004  6.8471  28.0456
Si  1.3966  9.5869  28.0405
Si  6.8537  9.5304  28.2379
Si  0.0536  -0.0259  29.5244
Si  5.4493  0.0071  29.4852
Si  2.7724  2.702  29.5204
Si  8.1737  2.769  29.4711
Si  -0.0141  5.5011  29.4911
Si  5.5121  5.4447  29.5004
Si  2.7549  8.2103  29.4372
Si  8.2584  8.1562  29.5264
Si  1.3986  1.3507  30.9009
Si  6.8174  1.3773  30.8316
Si  4.1325  4.0809  30.8785
Si  9.5536  4.1186  30.8375
Si  1.3786  6.8574  30.8203
Si  6.8738  6.7982  30.8911
Si  4.0943  9.5704  30.8383
Si  9.6069  9.545  30.8893
Si  2.7559  -0.0352  0.7137
Si  8.1781  -0.0023  0.6529
Si  -0.0278  2.7451  0.6629
Si  5.4841  2.7052  0.7098
Si  2.7183  5.4748  0.6533
Si  8.2206  5.426  0.7304
Si  0.0418  8.1731  0.7062
Si  5.4688  8.2036  0.6581
Si  4.1221  1.3283  2.0713
Si  9.5207  1.3781  2.0151
Si  1.3254  4.1279  2.0352
Si  6.8527  4.0454  2.0872
Si  4.0836  6.8475  2.0146
Si  9.6136  6.7952  2.0645
Si  1.3926  9.5372  2.0785
Si  6.8228  9.5665  2.0522
Si  -0.0497  -0.0135  3.3179
Si  5.4683  -0.0259  3.4987
Si  2.7034  2.7269  3.3311
Si  8.191  2.6728  3.5085
Si  -0.0195  5.4487  3.5231
Si  5.4484  5.4627  3.3319
Si  2.7549  8.1801  3.4824
Si  8.2176  8.1643  3.3638
Si  1.2743  1.3709  4.6495
Si  6.8357  1.2932  4.927
Si  4.0621  4.1075  4.659
Si  9.528  4.0535  4.9029
Si  1.3965  6.831  4.8878
Si  6.8404  6.7879  4.6878
Si  4.1243  9.5215  4.8981
Si  9.5583  9.5811  4.7212
Si  2.6687  0.083  6.0529
Si  8.2052  -0.1642  6.2728
Si  0.0023  2.665  6.1938
Si  5.3758  2.7547  6.0887
Si  2.7655  5.4147  6.1744
Si  8.0848  5.4144  6.1906
Si  -0.0694  8.2055  6.1481
Si  5.5826  8.131  6.1719
Si  3.477  1.9561  7.2212
Si  9.937  0.9094  7.4542
Si  1.7683  3.6578  7.3888
Si  6.2028  4.511  7.4031
Si  4.6476  6.3054  7.2831
Si  9.1401  7.1532  7.3605
As  0.8567  10.1616  7.4492
Si  7.413  8.8648  7.5234
O  4.589  6.6331  8.9004
O  1.3417  3.9552  8.9616
O  9.777  6.5378  8.7548
O  1.2276  10.2436  9.244
O  6.0626  4.2072  9.0356
O  3.6754  1.5692  8.7943
O  7.1581  8.9545  9.1652
O  9.6474  1.0704  9.0612
O  8.2303  2.5429  22.7567
O  10.9919  5.56  22.656
O  5.6218  0.1069  22.6537
O  5.2954  5.3952  22.631
O  2.1533  2.7974  22.4818
O  3.3314  7.8613  22.5135
O  8.3838  8.7483  22.4143
O  -0.1603  11.2322  22.7552
Si  2.162  2.9684  12.9031
Si  8.692  1.3119  10.3747
Si  1.061  4.5078  15.3495
Si  7.5362  5.5899  12.2028
Si  2.4152  8.1835  21.2089
Si  5.3881  7.8104  12.4748
Si  9.2672  0.4658  15.5077
Si  2.9167  -0.0302  16.671
Si  10.4781  1.1572  12.6236
Si  7.7636  2.8309  21.236
Si  9.1261  8.7857  14.4753
Si  1.4658  4.7649  10.3803
Si  4.4853  9.4856  19.1402
Si  11.0741  6.1024  21.1201
Si  6.6172  10.4517  14.856
Si  5.3893  0.7333  21.1755
Si  2.3263  9.8165  10.4057
Si  0.4323  10.6355  21.3825
Si  5.8535  5.2556  21.1186
Si  3.6092  7.1023  10.0932
Si  9.0389  5.6947  14.8546
Si  3.6537  4.0874  19.0906
Si  10.0307  3.6659  19.3296
Si  4.2538  8.6783  15.3757
Si  0.4556  1.928  17.1676
Si  6.7943  7.537  19.2461
Si  5.2581  3.6292  16.7457
Si  7.7832  5.0121  17.5341
Si  6.6681  9.9261  10.3869
Si  4.3933  1.0284  10.1258
Si  -0.0357  9.0829  11.9277
Si  9.1037  8.6359  20.9363
Si  4.5615  1.6712  14.5892
Si  2.4475  2.0853  21.042
Si  6.3414  3.3314  10.3853
Si  3.4304  5.9206  16.7332
Si  9.8853  6.537  10.3803
O  0.1257  2.6351  18.5963
O  2.9237  9.6428  15.5939
O  10.86  4.8068  20.157
O  7.5988  2.413  9.925
O  10.9293  5.3466  10.8331
O  6.5595  6.7373  12.831
O  10.3281  8.0633  10.7863
O  7.6648  9.459  14.0027
O  8.4073  6.212  10.9703
O  5.3593  10.4755  20.0871
O  2.1759  3.7305  11.4366
O  7.9765  8.5489  19.7569
O  6.2087  6.7341  20.547
O  5.516  2.7223  15.4132
O  1.3061  0.9288  20.7006
O  6.0369  9.0732  11.6268
O  4.6198  4.9946  16.1131
O  6.5926  3.9064  17.6448
O  10.52  10.66  11.8404
O  5.586  0.5018  13.9943
O  8.0216  5.0811  15.937
O  9.7425  9.8288  15.5777
O  -0.3969  5.164  15.1199
O  1.5736  6.8336  20.8115
O  1.5047  0.6498  17.187
O  6.5987  1.7675  20.8101
O  1.0289  1.7807  12.8343
O  3.2358  5.4993  18.3241
O  9.5583  2.0113  11.5719
O  1.0095  3.1097  16.1864
O  8.5718  5.1693  13.3821
O  10.268  8.5549  13.3217
O  1.4458  9.4006  21.6846
O  10.0786  9.9402  20.61
O  3.2205  0.1743  10.9136
O  5.0928  2.3408  10.829
O  1.7305  4.1533  13.9153
O  7.9267  10.8716  10.8484
O  9.1321  4.4714  18.241
O  5.6377  9.5027  15.7793
O  5.5491  -0.0369  9.7171
O  3.6039  2.3146  13.3973
O  1.9801  5.6541  16.0423
O  9.7073  1.0715  14.0476
O  4.3344  7.0122  11.5287
O  4.7515  4.4919  20.2135
O  9.9544  1.3488  16.6599
O  6.6767  4.31  11.6463
O  5.5834  8.4084  18.5771
O  9.0785  2.7348  20.2786
O  3.6056  1.1402  15.7869
O  4.2114  3.0811  17.9017
O  9.9188  7.224  20.8975
O  3.2523  8.6567  9.7329
O  3.9333  7.4307  16.3788
O  7.6341  0.4849  15.7069
O  8.9081  7.3058  15.0691
O  3.9328  1.442  21.1463
O  1.5944  9.1328  11.7129
O  2.3243  6.1232  10.1252
O  7.3492  6.4629  18.1456
O  7.2173  4.3637  21.1219
O  4.541  8.255  13.8047
O  3.3323  8.6613  19.9582
O  2.4902  3.2442  19.8763
O  3.7469  10.3763  17.9808

Results
free energy: -135409.848 eV
free energy less fixed offsets of As -4856.12, O -568.88, Si -635.61 eV per atom: -5.048 eV

Forces (eV/angstrom), in the order of the atoms: element, x, y, z
Si  -0.0009  0  -0.0017
Si  -0.0012  -0.0008  -0.0007
Si  -0.0006  -0.0001  0.0005
Si  0.0004  -0.0005  0.0003
Si  0.0011  -0.0015  0.0019
Si  -0.0008  0.0002  0.0006
Si  0.0008  0.0004  -0.0004
Si  -0.0002  0.0012  0.0004
Si  0.0009  0.0003  0.0026
Si  -0.0003  -0.0001  0.0015
Si  0.0006  -0.0008  0.0019
Si  0  0.0014  0.001
Si  -0.0001  -0.0003  0.0014
Si  0.0005  0.0001  0.0021
Si  -0.0007  0.0012  0.0014
Si  -0.0001  -0.001  0.0022
Si  0.0002  -0.0003  -0.0014
Si  0.0022  0.002  -0.0018
Si  0.0019  0.0011  -0.001
Si  -0.0003  0.0007  -0.0017
Si  0.0005  0.0013  -0.0022
Si  -0.0003  -0.0002  -0.0009
Si  0.0002  0.0008  -0.0016
Si  0.0017  0.0011  -0.0017
Si  0.0003  0.0006  -0.0008
Si  -0.0007  -0.0016  0.0006
Si  -0.0001  -0.0008  -0.001
Si  0.0004  0.0002  0.0023
Si  -0.0008  0.0005  0.0026
Si  -0.0002  0  -0.0006
Si  0.0005  0.0007  0.0006
Si  0.0006  -0.0002  -0.0006
Si  -0.001  0.0003  -0.0012
Si  -0.0004  -0.0006  0.0011
Si  0.0001  -0.0001  0.0008
Si  -0.0017  0.0005  -0.0016
Si  -0.0001  0.0008  0.0013
Si  -0.0005  -0.0005  -0.0013
Si  0.0007  -0.0015  -0.0019
Si  -0.0002  -0.0004  0.0005
Si  0.0012  0.0002  -0.0004
Si  0.0007  0.0004  0.0007
Si  0.002  0.0011  0
Si  0.0002  -0.0004  0.0007
Si  -0.001  -0.0002  0.001
Si  0.0004  0.0007  0.0006
Si  -0.0004  0.0015  0.0004
Si  0.0012  0.0006  0.0004
Si  0.001  0.0013  0.0002
Si  -0.0012  -0.0011  0.0007
Si  -0.0014  0.0004  -0.0005
Si  -0.0005  0.0002  -0.0007
Si  0.0002  -0.0003  0.0009
Si  -0.0004  0.0007  -0.0014
Si  0.0001  -0.0005  0
Si  -0.0006  -0.0013  -0.0011
Si  -0.0005  -0.0017  0.0028
Si  -0.0022  0.0034  -0.0041
Si  0.0002  0.0006  0.0012
Si  0.0006  0.0006  0.0002
Si  0.0006  -0.0001  -0.0023
Si  0.0005  0.0001  0.0053
Si  -0.0032  0.0004  -0.001
Si  0.0037  0.0018  0.0007
Si  0.005  0.0016  0.0019
Si  0.001  0.0035  -0.0019
Si  0  0.0006  0.0006
Si  0  -0.0012  0.0002
Si  -0.0026  -0.0011  -0.0049
Si  0.0035  0.0031  0.0025
Si  -0.0006  -0.0013  0.0016
Si  0.0009  0.0037  -0.0047
Si  -0.0043  -0.0052  -0.0021
Si  -0.0015  -0.0003  0.0004
Si  -0.002  -0.0056  0.0016
Si  -0.0048  0.0041  0.0015
Si  -0.0006  -0.0022  0.0025
Si  -0.0043  -0.009  0.0011
Si  0.0036  -0.0005  0.0018
Si  0.0001  -0.0076  0.0012
Si  0.0006  -0.0025  -0.0008
Si  -0.0034  0.0031  0.0019
Si  0.0003  0.0035  0.0012
Si  0.002  0.0036  -0.0046
Si  -0.0055  0.004  -0.0036
Si  0.005  0.0014  -0.0028
Si  -0.0031  0.0006  -0.0018
Si  -0.0058  0.0013  -0.0043
Si  0.0032  0.0032  0.0049
Si  0.0054  -0.0156  -0.0005
Si  -0.0006  -0.0043  -0.0018
Si  0.0017  0.0039  -0.0018
Si  0.0035  -0.003  0.0008
Si  0.0028  0.0015  -0.0028
As  0.0083  -0.0018  0.0682
Si  0.008  0.0018  -0.0041
O  0.0021  -0.0037  0.0014
O  0.0002  0.0012  0.0032
O  0.0023  0.0014  0.008
O  -0.0049  -0.0032  -0.0446
O  -0.0015  0.0004  0.0031
O  0.0007  0.0007  0.0031
O  -0.0043  0.0036  0.0102
O  0.002  -0.0002  -0.0063
O  -0.0018  0.0013  -0.0059
O  -0.0002  0.0022  -0.0054
O  -0.0009  0.0028  -0.0044
O  0.0013  -0.0002  -0.0035
O  0.0011  -0.0019  -0.0031
O  -0.0013  0.0004  -0.0028
O  0.0011  -0.0004  -0.0022
O  0.0019  -0.0015  -0.0033
Si  -0.002  -0.0009  -0.0046
Si  -0.0042  0.0005  -0.0071
Si  -0.0005  -0.002  -0.0013
Si  -0.0027  0.0016  -0.0101
Si  0.0016  -0.0015  0.0023
Si  0.0028  -0.0005  -0.0038
Si  -0.0024  -0.0015  -0.0008
Si  0.001  0.0009  -0.0008
Si  0.0046  -0.0002  -0.0066
Si  0.0016  -0.0013  0.0025
Si  -0.0018  0.0006  0.0008
Si  -0.0039  0.0007  -0.0073
Si  0  0.0015  -0.0015
Si  0.0007  -0.0007  0.0024
Si  -0.0003  -0.0001  0.0017
Si  0.0005  -0.0021  0.0023
Si  -0.0119  0.0188  -0.0278
Si  -0.0011  0.0015  0.0028
Si  -0.0014  -0.0003  0.0012
Si  -0.0025  -0.0014  -0.0078
Si  0.0015  -0.0025  -0.0013
Si  0.0002  -0.001  -0.0013
Si  -0.0008  0  -0.0015
Si  0.0034  -0.0006  -0.0017
Si  0.0004  0.0021  -0.0026
Si  -0.0004  -0.0007  -0.0008
Si  0.0002  -0.0006  -0.0002
Si  -0.0003  -0.0005  -0.0014
Si  -0.0002  0.0028  -0.0135
Si  -0.0023  -0.0015  -0.0046
Si  0.0046  -0.0062  -0.0033
Si  -0.0002  0.0001  0.0018
Si  -0.0016  0.0001  -0.0028
Si  -0.0006  0.0023  0.0013
Si  0.0006  -0.0027  -0.0056
Si  0.0001  0.0001  -0.0001
Si  -0.0043  -0.0067  -0.0127
O  -0.0009  0  0.0011
O  -0.0011  0.0003  -0.0009
O  -0.0001  -0.0006  -0.0001
O  -0.0036  0.003  0.0058
O  0.0006  0.0003  0.0024
O  0.0026  -0.0016  -0.0025
O  -0.0002  0.0072  0.0094
O  0.0005  0.0003  -0.0004
O  -0.0034  -0.0044  0.0071
O  -0.0007  -0.0008  0.0009
O  0.0017  -0.0028  0.0051
O  -0.0006  -0.0001  -0.0002
O  0.0005  0.0009  0.0004
O  0.0002  0.0014  0.0004
O  -0.0001  -0.0003  0.0005
O  -0.0031  -0.0042  0.0057
O  -0.0008  -0.0002  -0.0005
O  0.0002  0.0002  -0.0001
O  -0.0006  0.0064  -0.0015
O  -0.0006  0  -0.0003
O  -0.0009  -0.0018  0.0022
O  0.0007  -0.0002  0.0006
O  -0.002  0.0008  -0.0013
O  -0.0003  0.0003  0.0008
O  -0.0009  0.0002  -0.0003
O  0.0002  0.0004  0.0012
O  -0.0027  -0.0002  -0.0005
O  -0.0003  -0.0004  0.0017
O  0.0024  0.0028  0.0038
O  -0.0019  -0.0032  0.0015
O  0.0037  0.0002  0.0035
O  -0.0016  -0.0016  0.0023
O  -0.0008  0.0003  0
O  -0.0007  -0.001  0.0003
O  0.005  0.0006  0.0033
O  0.0013  0.0025  0.0017
O  -0.0017  0.0023  0.0032
O  -0.0014  -0.0009  0.0003
O  0.0003  -0.0003  0.0005
O  -0.0015  -0.0007  -0.0004
O  0.0038  -0.0042  0.0049
O  0.0034  -0.0017  0.0025
O  0.0007  0.0007  0.0001
O  -0.0039  -0.0017  0.007
O  0.0025  -0.0002  0.0088
O  -0.0005  0.0001  0.0005
O  0.0033  0.0011  0.0029
O  0.0031  0.0061  0.0022
O  0.0002  0.0002  0.0008
O  0.0006  0.0007  0.0001
O  -0.0018  -0.0016  0.0006
O  0.0001  -0.0002  0.0004
O  -0.0001  0.0004  0.0005
O  0.0028  -0.0019  0.0033
O  -0.0008  -0.0011  -0.0006
O  0.0011  0.0009  -0.0006
O  -0.0008  0.0006  -0.0001
O  0.0018  -0.0006  0.0011
O  -0.0051  -0.0013  0.0019
O  0.0016  -0.0018  0.0011
O  0.0002  0.0007  0.0002
O  0.0001  -0.0008  0.0008
O  -0.0028  0.0026  0.0062
O  0.0013  0.0003  -0.0004
O  0.0004  0.0007  0.0004
O  0.0004  -0.0011  0.0008

The program warned: the cutoff lies below the one the program advises for these potential files; the exchange-correlation potential is rough where the density is thin.
